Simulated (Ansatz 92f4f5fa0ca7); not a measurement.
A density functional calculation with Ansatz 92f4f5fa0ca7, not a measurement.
Periodic cell of 243 atoms, Si149O94, from a study of silicon, its oxide and their interface. The atomic structure is a simulated model.
This geometry differs little from another in the collection (a relaxation step or a small displacement).

Settings: functional r2SCAN; potential files Ansatz PAW; basis plane waves; wave-function cutoff 800 eV; density cutoff ratio 5; exchange-correlation grid ratio 1; k mesh 1 x 1 x 1, Gamma-centred; self-consistency stop 5e-08 eV per atom in the density residual; occupations fixed; spin none; net charge 0.

Cell vectors (angstrom)
a	11.6015	0	0
b	0	10.938	0
c	0	0	32.5458

Atoms and the computed forces on them: element, x, y, z (angstrom), force x, y, z (eV/angstrom)
Si	-0.1775	-0.0717	23.8212	0.011	0.0013	0.0042
Si	3.7165	0.0324	23.7863	-0.0058	0.0173	0.0031
Si	7.6719	-0.0702	23.9012	0.0134	-0.0011	0.0071
Si	1.7255	1.3194	23.7417	0.0047	-0.0042	0.0078
Si	5.7271	1.2781	23.8578	0.0027	-0.0055	0.0019
Si	9.4823	1.3889	23.9194	-0.0257	-0.0042	0.0063
Si	0.0038	5.3083	23.7468	0.0098	-0.0178	-0.0059
Si	3.9742	5.2357	23.8633	-0.0102	-0.0088	-0.0104
Si	7.5047	5.5705	23.6995	0.0082	-0.013	0.0021
Si	2.0061	6.6022	23.942	-0.001	0.0133	0.0216
Si	5.5549	6.952	23.8184	0.0072	0.0051	-0.0031
Si	9.6506	6.651	23.779	-0.0126	0.0119	0.0032
Si	1.8781	2.6377	25.745	-0.0045	0.0025	-0.0082
Si	5.8066	2.6598	25.8025	0.0042	0.006	-0.0006
Si	9.6165	2.7963	25.7923	0.0053	0.0014	-0.0053
Si	11.6047	4.0672	25.7701	0.0001	-0.0039	0.0103
Si	3.847	3.9499	25.8044	0.0001	-0.0064	0.0067
Si	7.6573	4.1698	25.7167	-0.0053	-0.0017	-0.0038
Si	1.8719	8.0945	25.8306	0.0016	-0.0058	-0.0019
Si	5.6778	8.245	25.777	-0.0031	0.0054	0.011
Si	9.589	8.0635	25.749	0.0047	0.0007	0.0074
Si	11.5077	9.469	25.7573	-0.0021	-0.0049	0.0016
Si	3.7346	9.5911	25.7659	0.0038	-0.0053	-0.0013
Si	7.6755	9.4775	25.7895	-0.0001	0.0013	-0.0151
Si	11.553	-0.0411	27.6831	-0.0029	0.0007	-0.001
Si	3.8223	-0.0057	27.7115	0.0011	-0.0002	0.0014
Si	7.7226	-0.0319	27.6996	-0.0013	0.0018	0.0025
Si	1.8842	1.3297	27.712	0.0015	-0.0003	0.0021
Si	5.7903	1.3202	27.7316	-0.0029	-0.0001	0.0011
Si	9.6336	1.3663	27.6987	0.0025	-0.0019	0.0013
Si	11.5693	5.4493	27.7055	0.0032	0.0009	-0.0003
Si	3.8299	5.4292	27.6896	0.0008	0.0015	0.0042
Si	7.6767	5.4684	27.7008	0.0026	0.0006	0.0015
Si	1.8989	6.7945	27.7661	-0.0051	0.0033	-0.0032
Si	5.7378	6.8306	27.6931	-0.0023	-0.0026	-0.003
Si	9.6267	6.7971	27.7277	-0.0007	-0.0007	-0.0004
Si	1.9336	2.7345	29.6465	-0.1117	-0.0741	-0.1184
Si	5.8008	2.7345	29.6465	0.0059	-0.1031	0.0114
Si	9.6679	2.7345	29.6465	0.0073	-0.0566	-0.0473
Si	0	4.1018	29.6465	-0.0325	-0.1141	-0.0263
Si	3.8672	4.1018	29.6465	-0.0028	-0.1142	-0.0821
Si	7.7343	4.1018	29.6465	-0.1182	-0.0296	-0.1331
Si	1.9336	8.2035	29.6465	0.0109	-0.0174	0.202
Si	5.8008	8.2035	29.6465	-0.1088	-0.0412	-0.1292
Si	9.6679	8.2035	29.6465	-0.0239	-0.06	0.0027
Si	0	9.5708	29.6465	-0.0969	-0.0686	-0.0705
Si	3.8672	9.5708	29.6465	-0.0176	-0.0239	-0.0315
Si	7.7343	9.5708	29.6465	0.051	-0.1053	-0.0189
Si	0	0	31.5801	0.01	0.067	0.0037
Si	3.8672	0	31.5801	0.0087	-0.0188	-0.0303
Si	7.7343	0	31.5801	-0.0059	0.0827	0.0453
Si	1.9336	1.3673	31.5801	0.0068	-0.053	-0.0121
Si	5.8008	1.3673	31.5801	-0.0013	-0.0333	-0.0122
Si	9.6679	1.3673	31.5801	-0.0078	-0.0561	-0.0015
Si	0	5.469	31.5801	-0.0069	0.07	0.008
Si	3.8672	5.469	31.5801	-0.0052	0.0648	0.0108
Si	7.7343	5.469	31.5801	0.0087	0.0503	0.0221
Si	1.9336	6.8362	31.5801	-0.0015	-0.0021	0.0475
Si	5.8008	6.8362	31.5801	0.0011	-0.0457	-0.0341
Si	9.6679	6.8362	31.5801	0.01	-0.075	0.0109
Si	1.9336	2.7345	0.9679	0.0397	0.1151	-0.0666
Si	5.8008	2.7345	0.9679	0.0319	0.0899	0.0292
Si	9.6679	2.7345	0.9679	0.0103	0.0276	0.0754
Si	0	4.1018	0.9679	0.0184	0.0942	0.1395
Si	3.8672	4.1018	0.9679	0.0374	0.0877	0.0982
Si	7.7343	4.1018	0.9679	0.1051	0.0649	0.0331
Si	1.9336	8.2035	0.9679	0.0586	0.0366	0.0813
Si	5.8008	8.2035	0.9679	0.1262	0.0841	-0.0132
Si	9.6679	8.2035	0.9679	-0.0218	0.1153	0.1023
Si	0	9.5708	0.9679	0.0696	0.0237	0.0746
Si	3.8672	9.5708	0.9679	-0.0281	0.0503	-0.2575
Si	7.7343	9.5708	0.9679	0.0477	0.0844	0.1276
Si	11.6471	0.0316	2.8955	-0.0009	0.003	-0.0025
Si	3.8983	0.0312	2.8541	-0.0017	-0.0064	0.0034
Si	7.7617	0.0213	2.9235	0.0009	0.0005	0.0013
Si	1.9614	1.4066	2.9091	-0.0001	0.0001	-0.0091
Si	5.8352	1.3844	2.905	-0.0006	-0.001	-0.0051
Si	9.7134	1.3756	2.9147	0.0005	-0.0017	-0.0026
Si	11.6283	5.5215	2.8977	-0.0015	0.0023	-0.0031
Si	3.9276	5.5088	2.9006	0.0017	0.0019	0.0024
Si	7.8007	5.4773	2.9111	-0.0008	-0.0008	-0.0011
Si	1.9743	6.8623	2.9239	0.0015	-0.0004	-0.0001
Si	5.8672	6.8459	2.8952	-0.0019	0.0006	-0.004
Si	9.7115	6.8867	2.9375	0.0012	-0.0036	-0.0025
Si	1.9712	2.9276	4.7468	0.0064	0.0049	0.0045
Si	5.8819	2.7353	4.8536	0.0045	-0.0025	0.0117
Si	9.7988	2.7288	4.8615	-0.0018	0.0057	-0.0021
Si	11.618	4.2587	4.886	-0.002	-0.0022	0.0051
Si	3.951	4.1607	4.8414	-0.0061	-0.0009	-0.0072
Si	7.8431	4.0699	4.8249	-0.0024	-0.0025	0.001
Si	1.966	8.244	4.8609	-0.0016	0.003	-0.0036
Si	5.8684	8.1827	4.8441	-0.0024	-0.0079	0.0133
Si	9.7406	8.3448	4.8473	-0.0024	0.0072	-0.0039
Si	11.693	9.6908	4.8796	0.0009	-0.0038	0.0073
Si	3.9414	9.5945	4.7478	0.0035	0.006	-0.0034
Si	7.7824	9.6149	4.8837	0.0022	-0.0009	0.0016
Si	11.9387	0.1597	6.828	-0.0034	-0.0018	-0.0052
Si	3.9602	0.1725	6.5671	0.0094	-0.0094	-0.0121
Si	7.9665	0.0111	6.8662	-0.0151	-0.0084	-0.0083
Si	2.1164	1.6743	6.6717	-0.0057	-0.0029	0.0007
Si	6.0138	1.3485	6.8027	0.0021	0.0091	-0.0067
Si	9.8808	1.3936	6.8685	0.0066	-0.0028	0.0004
Si	11.4741	5.6495	6.8976	0.0084	-0.0096	-0.0031
Si	3.8278	5.4969	6.8132	0.0109	-0.0089	-0.0013
Si	7.9132	5.465	6.7289	-0.011	-0.0119	0.0018
Si	1.9332	6.9053	6.8653	-0.011	0.0046	0.0003
Si	5.8687	6.6874	6.7359	0.0036	0.0212	-0.0198
Si	9.6169	7.1026	6.826	-0.0037	0.0023	0.0041
O	3.7126	4.6458	8.229	-0.0037	0.007	-0.0029
O	6.0207	7.6948	8.0294	-0.0018	-0.0066	0.0072
O	3.5749	9.9991	7.7207	0.0007	0.004	0.0014
O	9.7861	2.3676	8.2022	-0.0004	-0.0035	-0.0034
O	2.086	2.5752	8.0775	-0.0034	-0.001	-0.0027
O	9.4639	7.9235	8.2812	0.0048	-0.006	-0.0069
O	8.0949	10.1411	8.3043	0.0048	0.0083	-0.0019
O	2.0718	7.8873	8.1969	-0.0005	-0.0099	-0.0028
O	6.1031	2.3832	8.0972	0.0007	0.0004	-0.0008
O	11.0596	4.6844	8.2012	0.0041	0.0045	-0.0036
O	8.367	4.5984	8.0823	0.0008	0.0063	-0.0032
O	0.8784	10.2165	8.1512	-0.0021	0.0008	0.004
O	4.9736	7.7279	22.4279	-0.0006	-0.0046	0.0059
O	9.1188	2.3306	22.5848	-0.0035	0.0007	-0.0019
O	11.4172	9.8718	22.495	-0.0003	0.0028	0.0004
O	4.4144	4.4098	22.4526	-0.007	0.0063	0.0079
O	3.7383	10.0348	22.4203	0.0009	-0.0061	-0.0022
O	2.3362	7.8147	22.8736	-0.0056	-0.0042	-0.0028
O	5.8525	2.2058	22.4981	-0.0006	-0.0012	-0.0003
O	9.9061	7.6607	22.5182	0.0043	-0.0093	0.0021
O	1.529	2.2233	22.3606	-0.0001	0.0023	-0.0047
O	7.0842	4.5774	22.4373	0.0015	0.0087	0.0006
O	0.0093	4.362	22.3821	-0.0047	0.0076	0.0062
O	7.9523	10.0523	22.48	-0.0062	-0.001	-0.0094
Si	3.5624	8.4745	22.0426	0.0023	0.0065	-0.0063
Si	0.5729	5.3686	16.3188	0.0003	-0.0019	-0.0017
Si	8.7009	8.9867	9.2666	-0.0011	0.0006	0.0098
Si	1.538	7.9527	12.169	-0.0014	-0.0031	0.005
Si	3.6498	2.8583	17.2694	-0.0014	-0.0025	0.0038
Si	9.6004	9.5045	14.5841	-0.0009	-0.0004	0.0095
Si	1.8562	4.6867	19.0076	-0.0026	-0.0048	-0.0047
Si	6.3227	9.4243	18.6917	0.0022	0.0042	0.0021
Si	1.4566	5.1326	11.436	-0.0039	0.0026	0.004
Si	6.0831	4.8798	11.2383	0.0021	-0.001	-0.0014
Si	0.5594	3.1501	21.442	0.0006	-0.0025	-0.0028
Si	9.7041	3.9074	8.7054	-0.0015	-0.0026	0.0166
Si	7.4989	1.0481	17.1779	0.0044	-0.0013	0.0016
Si	1.8471	7.952	15.1845	0.0013	0.004	0.0012
Si	7.9731	4.92	13.6459	0.0016	-0.0034	0.002
Si	1.0598	9.6198	17.635	0.0024	0.0021	-0.0006
Si	5.8325	0.4467	11.767	0.0003	-0.0006	0.0009
Si	3.3031	1.4343	13.0451	-0.001	-0.0048	0.0022
Si	7.1753	3.5673	19.2189	0.0011	-0.0047	0.0047
Si	3.9948	9.989	14.9269	-0.0035	-0.0016	-0.0013
Si	10.5544	0.5252	16.6691	0.0011	-0.0048	0.0019
Si	9.3147	2.1859	20.9729	-0.0013	-0.0032	0.0054
Si	3.8887	9.1143	10.9965	-0.0007	-0.0015	0.004
Si	5.5585	4.6513	15.5259	0.0005	-0.0061	0.0024
Si	3.7997	10.9021	17.9425	-0.0005	0.0034	0.012
Si	8.3611	10.1556	20.9114	-0.0028	-0.0021	0.0063
Si	2.9517	3.5027	9.0945	-0.0015	0.0004	0.0074
Si	10.3095	3.9504	11.7707	0.0015	0.0026	0.001
Si	0.9886	2.4938	15.5967	-0.0034	0.0005	0.0031
Si	0.4919	1.4686	12.6072	0.0008	-0.0034	0.0059
Si	5.8009	3.712	21.9098	0.0057	-0.0074	-0.0049
Si	9.3876	6.7263	15.7404	0.0036	-0.0025	-0.0059
Si	10.7823	8.6642	21.6159	-0.0035	0.0019	-0.0068
Si	5.7287	2.3741	9.6678	0.0029	-0.001	0.0012
Si	6.8693	10.8421	14.4635	0.004	-0.0059	-0.0013
Si	10.6737	9.6753	11.7062	0.0015	0.0002	0.0062
Si	6.0955	7.5084	9.6286	-0.0004	-0.0024	0.0024
Si	2.2789	9.4622	8.5239	-0.0014	0.0025	0.0014
Si	1.662	7.6607	19.9336	-0.0028	-0.0009	-0.002
Si	6.9418	6.4032	17.6324	-0.0013	0.0016	0.0001
Si	3.7138	4.3612	13.2399	-0.0004	-0.0037	0.0042
O	4.1144	2.5865	9.7648	-0.0055	-0.0043	0.0024
O	0.332	8.7159	11.4314	-0.0029	-0.0015	-0.0067
O	4.6636	7.9568	10.2086	0.0013	0.0014	-0.0014
O	4.7784	9.9425	18.8256	-0.0024	-0.0056	0.001
O	2.4383	2.3371	16.3122	0.0022	-0.0026	-0.0041
O	3.1942	0.1324	14.0067	-0.0031	-0.0034	-0.0029
O	4.1033	1.5521	18.1407	-0.0032	0.0042	-0.0022
O	1.983	4.1868	10.2169	-0.0013	-0.0008	-0.0011
O	6.2711	0.9728	10.3023	0.0027	-0.0015	-0.0052
O	5.9361	3.5584	20.2938	-0.0034	-0.0005	-0.0058
O	3.0101	8.3715	20.5181	0.0027	-0.0014	-0.0032
O	6.4072	7.8347	18.2569	0.001	-0.0041	-0.0004
O	1.7884	6.6844	11.1938	-0.0029	-0.005	-0.004
O	8.0329	9.7875	14.7612	-0.0016	0.002	-0.0052
O	2.1042	6.1233	19.7063	0.0014	0.003	0.0036
O	2.2304	10.5968	18.1961	-0.0067	-0.0009	0.0035
O	7.1023	9.5671	20.0981	0.0051	0.0039	0.0059
O	10.9222	2.317	20.7903	0.0025	-0.0035	-0.0035
O	0.7699	4.0758	15.3672	0.0043	0.0027	-0.0034
O	0.735	4.9051	17.861	0.0028	-0.0005	0.0038
O	5.9069	5.9148	16.4798	-0.005	0.0046	-0.0024
O	1.6578	6.531	15.9507	0.0072	-0.0059	-0.0024
O	8.5432	3.3027	20.0801	0.0028	0.0046	-0.0037
O	5.5258	9.9512	14.4524	0.0044	-0.0082	-0.0013
O	8.6294	6.1703	14.4235	0.0024	0.0001	-0.0015
O	7.0692	2.3665	18.0777	-0.0011	0.0027	-0.0007
O	7.0032	10.5279	17.7075	0.0009	-0.0049	-0.0039
O	1.2073	9.1436	16.0881	-0.0029	-0.0024	-0.0001
O	3.3694	8.4875	14.9572	0.0005	-0.0021	-0.0038
O	3.4851	2.8536	13.801	0.0003	0.0038	0.0042
O	4.6294	4.622	11.9189	0.0022	-0.0007	-0.006
O	8.7101	0.752	20.5078	-0.0005	0.0014	-0.0008
O	2.2184	4.7964	12.8287	-0.0015	-0.0013	0.0006
O	2.0208	1.4411	12.0404	-0.0015	0.0022	-0.0077
O	7.4495	8.2983	10.0721	0.0021	0.0002	0.0045
O	9.9559	8.201	15.4523	-0.0034	0.0042	-0.0023
O	11.2497	10.4139	17.7039	-0.0007	-0.0029	0.0014
O	6.983	0.4631	12.92	0.0031	0.0022	-0.0004
O	3.156	4.0448	18.2712	-0.0056	-0.0027	0.0032
O	4.9076	3.4461	16.4107	-0.0004	0	-0.0023
O	8.3797	6.7452	16.9905	-0.0023	-0.003	0.0117
O	9.6998	9.2924	20.585	-0.0011	-0.0027	-0.0015
O	6.5061	3.4989	10.5229	0.0026	0.0092	-0.0004
O	11.304	0.1611	12.1202	0.0002	0.0004	-0.0024
O	9.1147	1.0053	17.1999	-0.0027	0.0039	0.0017
O	4.6718	1.4464	12.2196	-0.0015	0.0099	-0.0026
O	0.7651	1.7141	14.1934	0.0018	-0.001	-0.0017
O	1.1594	8.2876	18.5333	-0.0013	-0.0008	-0.0007
O	11.4528	5.103	11.704	0.0043	-0.0001	-0.0011
O	5.1158	-0.9703	11.5769	-0.0022	-0.0065	0.0021
O	-0.1186	1.8425	16.5773	0.0003	0.0048	-0.0004
O	10.6564	5.8305	16.1176	0.0003	0.0008	-0.0056
O	10.4095	10.7671	15.1999	-0.0009	-0.0013	-0.0051
O	4.0668	10.5727	16.4055	-0.0008	0.0075	-0.0091
O	1.133	7.7557	13.7341	-0.0029	-0.0026	-0.0016
O	9.7099	9.6105	10.3927	-0.0015	0.0005	-0.0013
O	1.3957	3.6901	20.1807	-0.0023	0.0017	-0.002
O	9.8653	9.2131	13.0239	0.0014	-0.0044	-0.0043
O	2.739	9.756	10.0448	-0.0044	0.0044	0.006
O	9.2139	4.0793	12.979	0.001	-0.0026	-0.0016
O	4.4262	5.1487	14.4636	-0.0049	-0.0002	-0.0015
O	6.9493	1.0749	15.6163	0.0008	0.0022	-0.0013
O	6.1563	5.9593	10.0512	-0.0015	-0.0037	0.0089
O	9.5886	3.924	10.3195	0.0012	-0.0006	0.0047
O	7.0929	5.3957	12.3826	-0.0054	0.0023	-0.0076
O	7.1596	5.0871	18.5977	-0.0004	-0.002	0.0027
O	11.1721	2.6252	12.0117	-0.0054	0.0027	-0.0001
O	0.3639	7.8304	20.8991	0.0011	-0.0028	0.0017
O	6.9269	4.197	14.7038	0.0002	-0.0058	0.0007
O	2.9961	8.6546	12.2526	0.0051	-0.0027	-0.0024

Results
free energy: -148914.674 eV
free energy less fixed offsets of O -570.45, Si -639.56 eV per atom: 2.066 eV

The program warned: the cutoff lies below the one the program advises for these potential files; the forces do not sum to zero within the program's tolerance; empty levels may hold ghost states of the PAW files; the exchange-correlation potential is rough where the density is thin.
